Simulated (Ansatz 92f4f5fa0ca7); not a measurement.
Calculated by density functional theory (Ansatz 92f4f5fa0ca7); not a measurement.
Periodic cell of 122 atoms, Si78O44, from a study of silicon, its oxide and their interface. The atomic structure is a simulated model.

Settings
functional: r2SCAN
potential files: Ansatz norm-conserving
basis: plane waves
wave-function cutoff: 1300 eV
density cutoff ratio: 4
exchange-correlation grid ratio: 1
k mesh: 2 x 2 x 1, shifted by 0.5 0.5 0.5 of a step
self-consistency stop: 5e-08 eV per atom in the density residual
occupations: Fermi-Dirac, 0.05 eV
spin: none
net charge: 0

Cell vectors (angstrom)
a  10.9176  -0.0709  0.0493
b  -0.0709  10.9694  0.0243
c  0.0818  0.0403  18.1219

Atoms: element, x, y, z (angstrom)
Si  0.3892  -0.3345  0.1702
Si  1.6257  4.3792  -0.4144
Si  -0.3305  5.6527  0.4568
Si  1.6639  8.6454  -0.2962
Si  4.5741  -0.9373  -0.7317
Si  7.7959  2.5201  0.442
Si  6.4052  5.1701  -0.3616
Si  8.8911  8.1879  0.2817
Si  1.4349  1.5702  1.3129
Si  3.8836  4.4884  1.4038
Si  1.1727  6.965  1.5421
Si  4.7846  10.4231  1.549
Si  6.4749  1.2484  1.9509
Si  9.4013  3.8606  1.6613
Si  7.1822  6.9667  1.3465
Si  9.5712  9.8312  1.8886
Si  -0.0015  2.6776  2.7653
Si  2.9083  0.2766  2.7749
Si  -0.0744  8.3082  3.0858
Si  2.7125  5.8572  2.8513
Si  5.0941  2.663  3.238
Si  8.2098  0.0942  3.1974
Si  5.6167  8.3352  2.5255
Si  8.1234  5.512  2.8378
Si  1.3852  4.1288  4.1015
Si  3.9215  1.2288  4.6353
Si  1.3631  9.7862  4.2214
Si  4.1689  7.0322  4.1647
Si  6.5808  4.1768  4.2521
Si  9.6423  1.4334  4.5388
Si  6.7869  9.4292  4.2988
Si  9.5201  6.7862  4.3557
Si  -0.0492  -0.0997  5.6583
Si  2.6832  2.7711  5.8495
Si  -0.0842  5.3328  5.4857
Si  2.78  8.3312  5.4568
Si  5.5335  -0.0848  5.7793
Si  7.9792  2.6189  5.5897
Si  5.3337  5.4145  5.6042
Si  7.9832  8.0613  5.8462
Si  1.1955  1.2563  7.0771
Si  4.1559  4.0577  7.0763
Si  1.2841  6.9111  6.6383
Si  4.0311  9.5607  7.2016
Si  6.7782  1.3476  7.1267
Si  9.4354  3.8951  6.964
Si  6.4259  6.8214  7.2043
Si  9.3567  9.489  7.0897
Si  -0.0801  2.6495  8.3666
Si  2.5187  -0.1787  8.476
Si  -0.2168  8.0612  8.1006
Si  2.6043  5.4852  8.0476
Si  5.7317  2.7869  8.7361
Si  8.2606  -0.1014  8.576
Si  5.1678  8.2017  8.8862
Si  7.9804  5.2908  8.1325
Si  1.0087  4.4103  9.2954
Si  2.6778  0.4515  10.802
Si  1.1267  9.2096  9.5477
Si  3.3377  7.0323  9.7242
Si  7.6783  3.5559  9.881
Si  9.2419  1.7764  9.7595
Si  6.2214  9.4388  10.5443
Si  9.59  6.5503  9.4635
Si  6.6457  -0.986  15.1599
Si  -4.5445  7.6411  13.1532
Si  2.6309  4.9833  11.7116
Si  0.2163  5.4597  13.51
Si  4.7697  16.4658  14.9869
Si  8.6534  -5.2103  12.0101
Si  5.3447  1.629  10.8619
Si  0.0632  0.1672  11.5659
Si  1.8595  10.0867  13.405
Si  13.2121  -5.9152  15.346
Si  4.0808  11.6085  14.9523
Si  1.5433  -3.5131  14.9541
Si  4.7447  3.1987  13.3066
Si  8.9105  -0.0103  16.7885
O  1.6511  2.849  0.2527
O  1.1318  -2.731  -1.7667
O  3.3027  -1.9904  -0.604
O  3.8871  3.0203  2.108
O  -1.0922  7.0021  -0.3957
O  -0.0482  6.7879  -3.7515
O  5.7624  -1.539  -1.6416
O  4.0475  0.4275  -1.5327
O  8.4574  1.2237  -0.4659
O  10.497  -0.0962  -1.2516
O  5.4913  4.5927  0.936
O  7.1501  3.6151  -0.6019
O  8.3459  9.3482  -0.8817
O  6.8825  8.6501  -3.8067
O  1.981  4.0197  10.5542
O  1.5369  -5.2095  12.4201
O  5.7682  2.6204  12.1164
O  3.7214  1.6378  11.0771
O  2.1195  8.0414  10.2123
O  0.0454  9.7318  10.7455
O  3.6147  6.0701  11.0101
O  7.6584  9.696  9.6715
O  5.9957  0.0856  10.9992
O  7.6785  4.6241  11.2116
O  9.5912  0.9224  11.2706
O  6.1598  -2.6057  11.805
O  10.6827  5.405  9.7584
O  8.964  6.8584  10.9366
O  0.8878  4.3534  14.5135
O  3.1365  4.9538  18.1492
O  -5.7865  6.8611  13.9506
O  5.6567  5.5744  16.3885
O  4.1851  2.1723  14.5205
O  7.9051  10.9979  15.4862
O  2.1262  -2.4347  13.8826
O  2.7859  10.3183  12.0358
O  -1.0918  5.1063  12.6868
O  7.6788  -4.4885  13.007
O  13.6828  -11.0496  14.5303
O  5.5947  4.2319  14.2058
O  0.3483  -0.3841  13.0773
O  -5.5297  -0.1405  14.3424
O  3.4141  3.9363  12.7479
O  1.2322  1.1745  11.0325

Results
free energy: -29601.961 eV
free energy less fixed offsets of O -463.61, Si -117.95 eV per atom: -3.021 eV
pressure: -2.86 GPa
stress xx, yy, zz, yz, xz, xy (GPa, positive in tension): 1.54, 4.19, 2.84, -1.87, -0.3, -1.37

Forces (eV/angstrom), in the order of the atoms: element, x, y, z
Si  -0.3094  0.3958  -0.0906
Si  -1.508  -0.5548  -2.2154
Si  0.1426  0.1992  -1.0437
Si  -0.2843  0.3743  0.503
Si  -1.6804  0.7359  -0.2424
Si  0.4403  -1.0446  -1.2931
Si  -0.5606  -1.5429  0.9517
Si  -0.9638  1.2806  -0.6262
Si  -0.6266  -0.5936  -0.8287
Si  1.4011  1.2214  -0.9784
Si  0.0565  1.5799  0.3276
Si  0.5239  0.0518  0.5018
Si  0.2526  -0.3544  0.4471
Si  -0.9082  0.9877  -0.5218
Si  -0.3258  -0.2582  -1.8547
Si  1.4246  -1.2784  -0.8727
Si  0.2894  -0.1302  1.6656
Si  -0.6502  -0.5459  -0.2398
Si  0.3558  0.7084  -0.5424
Si  -0.2422  -1.1159  0.6163
Si  0.5441  -0.91  -0.2671
Si  -0.4796  0.0795  -0.1788
Si  -0.4919  0.1564  1.0109
Si  0.1065  -0.9212  1.3252
Si  0.4583  0.2265  0.3241
Si  0.6773  0.3301  -0.0459
Si  0.6142  -0.5068  -0.6168
Si  0.5389  -0.0398  -0.448
Si  1.5558  -0.4335  -0.8895
Si  -0.2221  -0.504  -1.5799
Si  0.3096  0.4403  0.5536
Si  -1.1782  -0.3899  0.4168
Si  0.018  0.4027  0.1654
Si  -1.0902  -0.7386  -0.6552
Si  0.1646  0.1458  0.1806
Si  -0.2596  0.8541  1.2101
Si  -0.8824  -0.5687  -0.1205
Si  0.3095  1.0569  0.3368
Si  -0.6665  1.8068  0.8385
Si  -0.0515  -0.0256  -0.7002
Si  1.0041  0.2569  0.2928
Si  0.031  -0.0687  1.1183
Si  0.0115  -0.8485  0.182
Si  -0.05  -0.3609  0.0869
Si  0.3185  -0.7999  0.9547
Si  0.0197  0.6619  -0.7513
Si  0.6088  -0.2778  0.1615
Si  0.1033  0.3833  -0.4364
Si  -0.1829  0.3319  -0.7289
Si  0.3178  0.3433  0.364
Si  0.93  0.6029  -0.3141
Si  -0.3737  1.3829  -0.2223
Si  -0.22  -0.7488  0.1941
Si  -0.0662  0.6305  -0.1873
Si  -0.6843  -0.0739  -1.428
Si  1.114  0.2262  1.4628
Si  -0.4034  1.1159  0.4214
Si  0.4623  0.6267  -0.4268
Si  -1.083  -1.185  0.4625
Si  -0.579  -0.2572  -0.4962
Si  -0.0728  2.8532  -0.0766
Si  -0.7092  -2.4113  2.1028
Si  0.9583  1.3834  0.0482
Si  -1.4906  -1.1749  -0.8858
Si  0.3195  0.5267  -0.3884
Si  1.4389  -0.1425  2.7132
Si  0.9333  -1.8319  -0.1761
Si  1.6671  0.5932  -0.084
Si  -0.0292  -1.0809  -0.0387
Si  -1.6525  -1.6738  -1.7098
Si  -0.4244  -0.439  -0.556
Si  -1.8463  0.2524  -0.703
Si  0.6101  -0.1656  0.2512
Si  0.2418  -0.0247  1.3338
Si  -2.0181  -0.7702  1.6493
Si  -1.1854  -0.6352  0.6918
Si  0.2551  -0.6485  0.7752
Si  1.0256  -2.0029  0.1545
O  -0.0268  0.0264  -0.1264
O  0.0917  -0.7249  -0.9922
O  0.7756  -0.1138  -0.1222
O  0.108  0.1927  0.0556
O  -0.1106  -0.6664  0.9677
O  0.2224  0.6383  -0.128
O  0.2692  -0.2911  0.8827
O  0.5125  -0.3666  -0.3405
O  -0.8897  1.9343  1.3501
O  -0.5976  0.143  0.3351
O  -1.7995  0.6715  -0.2208
O  -0.0295  1.5049  -0.0629
O  0.7378  -1.1158  1.3368
O  -0.3432  -0.5203  -1.0919
O  -0.3058  0.3148  0.682
O  -1.1525  0.272  0.8247
O  -0.8399  -0.4618  0.6815
O  0.7438  -0.353  0.2562
O  0.2335  0.3438  -0.4254
O  1.1398  0.1474  -1.2103
O  0.3936  -0.4815  0.8348
O  -0.9294  -0.0789  0.8671
O  -0.6125  -0.5487  -0.2952
O  0.5345  -1.0244  -0.1096
O  0.6254  0.5182  -0.6771
O  0.1896  1.0322  -0.977
O  2.175  -1.848  0.2871
O  0.7176  1.0997  -0.4337
O  0.7159  0.6575  -0.3004
O  2.0427  0.0106  1.3959
O  0.6775  0.9439  -0.8813
O  0.2243  0.2803  0.7701
O  0.6391  0.7192  -1.8985
O  -1.6268  -0.8234  -1.0111
O  -0.5994  0.5121  -0.3893
O  -0.8501  -0.2451  -0.1799
O  -0.1939  -0.4135  0.3261
O  -1.8247  1.3584  1.1856
O  0.2798  0.4627  -0.1781
O  -0.2788  0.5616  -0.2832
O  1.6359  0.1035  0.4114
O  1.6525  -0.1074  -0.5427
O  -0.2588  1.1363  -1.1288
O  -0.1667  -0.5277  0.2244
